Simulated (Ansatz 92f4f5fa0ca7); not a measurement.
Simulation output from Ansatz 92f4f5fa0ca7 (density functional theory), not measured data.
Periodic cell of 290 atoms, Si144O114H32, with a vacuum gap, from a study of silicon, its oxide and their interface. The atomic structure is a simulated model.

Settings: functional r2SCAN; potential files Ansatz PAW; basis plane waves; wave-function cutoff 800 eV; density cutoff ratio 5; exchange-correlation grid ratio 1; k mesh 1 x 1 x 1, shifted by 0.5 0.5 0 of a step; self-consistency stop 1e-11 eV per atom in the density residual; occupations fixed; spin none; net charge 0; applied field sawtooth along c, amplitude -0.015 V/angstrom in the program's sign convention, ramp centred at 0.9897 of c and 0.0207 of c wide, no dipole correction.

Cell vectors (angstrom)
a 10.88 0 0
b 0 10.88 0
c 0 0 48.3874

Atoms and the computed forces on them: element, x, y, z (angstrom), force x, y, z (eV/angstrom)
Si 4.9703 1.2588 34.7111 0.0075 -0.0056 0.0143
Si 7.7017 3.9441 34.9519 0.0024 -0.0098 -0.0178
Si 5.5591 6.175 34.8088 -0.0049 0.0031 -0.0118
Si 6.6754 -3.1486 36.1479 -0.0057 -0.0163 -0.0113
Si 0.0795 0.5939 34.7618 -0.0085 0.0013 -0.0144
Si 3.2158 3.0662 34.6486 -0.0068 0.0159 -0.0082
Si 10.2946 6.7515 34.3633 -0.0055 0.0045 0.0112
Si 2.2842 -1.5858 34.8877 0.0079 -0.001 -0.015
Si 6.5505 2.2927 36.1295 0.0072 0.025 -0.0166
Si 9.3803 5.161 35.9843 -0.0218 -0.009 -0.0096
Si 8.1596 -1.8815 34.8734 -0.0051 0.0116 -0.0017
Si 9.4153 -0.4471 36.1814 0.01 0.0019 -0.0155
Si 1.3084 2.2664 35.8885 -0.0044 -0.0226 -0.0119
Si 3.965 4.9032 35.9869 0.0178 0.0025 -0.0147
Si 11.9226 7.668 35.9705 0.0042 0.0211 -0.0089
Si 3.9167 -0.3694 36.0717 -0.0163 -0.0045 -0.0174
Si 5.2565 3.6575 37.5158 -0.0114 -0.0188 -0.0048
Si 8.0522 6.4037 37.4899 0.0121 0.0185 0.0068
Si 5.2767 -1.7629 37.3952 0.0254 0.0231 0.0183
Si 7.9883 0.9367 37.411 -0.0226 -0.0163 0.0123
Si 10.7825 3.6899 37.2231 0.0109 0.0108 0.0122
Si 13.385 6.3001 37.2574 -0.0109 -0.0101 0.0117
Si 10.7116 9.0184 37.4992 -0.0166 -0.0082 0.0046
Si 2.537 0.9449 37.4363 0.0258 0.0216 -0.0009
Si 3.8778 2.2896 38.8273 0.0119 0.0202 0.0102
Si 6.6665 5.0235 38.7827 -0.0113 -0.0065 0.0086
Si 3.8793 7.7015 38.6403 -0.004 0.0055 0.03
Si 6.632 -0.425 38.782 0.012 0.0058 0.0129
Si 9.4009 2.3412 38.6458 -0.0205 -0.0142 0.029
Si 12.0764 4.9871 38.7061 0.0031 0.0009 0.0344
Si 9.353 7.7338 38.8836 -0.0089 0.0038 0.0031
Si 12.0868 -0.449 38.7648 0.0062 0.0037 0.016
Si 5.2698 0.9246 40.1471 -0.0134 0.0191 0.138
Si 8.04 3.6445 40.0677 -0.0182 0.0194 0.2112
Si 5.2549 6.3933 40.0569 0.0284 -0.0257 0.2122
Si 7.9722 9.1092 40.1789 -0.0022 0.0009 0.1476
Si 10.7095 0.9546 40.05 0.0228 -0.0151 0.2159
Si 13.3985 3.6616 40.1457 0.0223 -0.0321 0.1477
Si 10.7421 6.3314 40.1353 -0.0126 0.0189 0.1511
Si 2.5885 9.0689 40.0621 -0.0164 0.0171 0.2154
Si 6.6726 2.3102 41.435 -0.1031 -0.1736 0.3403
Si 9.3494 4.9784 41.4735 0.183 0.0721 0.345
Si 6.5806 7.7255 41.48 0.1033 0.1571 0.2745
Si 9.3671 -0.3726 41.4519 -0.1691 -0.141 0.3506
Si 12.0354 2.2739 41.4779 0.1307 0.1492 0.2376
Si 3.9352 5.0298 41.4388 -0.1824 -0.06 0.3307
Si 1.2474 7.7291 41.4281 -0.1513 -0.142 0.4091
Si 3.9044 -0.4671 41.4742 0.1927 0.1241 0.2701
Si 1.3941 4.1002 6.9036 -0.0841 -0.1267 -0.2938
Si 4.0291 6.7573 6.9235 0.1171 0.1026 -0.2915
Si 1.3348 9.5147 6.9857 0.0703 0.0921 -0.2708
Si 4.0964 1.4094 6.9385 -0.1238 -0.035 -0.3667
Si 6.7508 4.0443 6.9726 0.0709 0.1828 -0.305
Si -1.303 6.833 6.919 -0.0921 -0.1372 -0.4256
Si 6.8486 -1.3321 6.8598 -0.0916 -0.135 -0.4735
Si 9.5016 1.3395 6.9372 0.0963 0.0958 -0.2459
Si 0.0366 2.7207 8.2172 -0.0134 0.0102 -0.1519
Si 2.6964 5.4095 8.368 0.0002 -0.0074 -0.201
Si 0.0168 8.139 8.3836 0.0233 -0.0054 -0.1801
Si 2.7183 0.0552 8.2411 -0.0208 0.0051 -0.1413
Si 5.3846 2.7274 8.4052 -0.0009 -0.0025 -0.1846
Si 8.1844 5.4495 8.1693 0.0117 -0.0058 -0.1388
Si 5.4424 8.1824 8.1181 0.0132 -0.0118 -0.1586
Si 8.1513 -0.0156 8.324 0.0015 0.0115 -0.2007
Si 1.3794 1.3964 9.6361 0.0079 -0.0063 -0.0107
Si 3.9793 4.0465 9.8268 0.0098 0.0004 -0.0402
Si 1.3712 6.7647 9.7767 -0.0098 -0.0048 -0.0347
Si 4.1193 -1.3328 9.4646 0.0139 -0.0032 -0.0032
Si 6.7515 1.3063 9.6998 0.0214 0.0053 -0.0351
Si -1.3361 4.1022 9.4958 0.003 0.0048 0.0035
Si 6.7964 6.8243 9.4301 -0.0087 0.0292 0.0075
Si -1.3575 9.5195 9.7126 -0.0065 0.002 -0.0347
Si 2.5796 2.6723 11.2819 -0.0231 -0.0299 -0.0046
Si 5.4954 5.5102 10.8755 0.035 0.0277 -0.0101
Si 2.873 8.216 10.8998 0.0194 0.0252 -0.0113
Si 5.3426 -0.0675 11.0208 -0.0283 -0.0338 -0.0116
Si -2.656 2.7092 10.8447 0.0315 0.0404 -0.0058
Si -0.1015 5.3861 11.068 -0.0377 -0.0384 -0.0038
Si 8.0436 8.1562 10.9193 -0.0404 -0.0358 -0.0177
Si 0.0754 -0.0002 11.0093 0.0181 0.031 -0.0136
Si 0.6009 3.5508 12.395 0.0049 0.0062 -0.0065
Si 4.7032 7.3264 12.1107 -0.0138 -0.0097 0.0117
Si 1.879 -0.9776 12.1868 -0.007 -0.0051 0.0086
Si 3.5528 0.7676 12.3586 -0.0007 0.0009 -0.0161
Si -3.5907 4.5117 11.9542 0.0109 0.0024 -0.0105
Si 1.8171 -2.018 14.2886 0.0017 0.003 -0.0282
Si 6.3739 -1.7795 12.2737 0.0127 0.006 0.0058
Si -0.9651 1.7603 12.1468 -0.0079 -0.0012 0.0088
Si -2.3148 8.0788 20.4484 0.0188 -0.0039 -0.0427
Si 8.4535 2.5157 25.3633 0.0004 -0.0027 -0.032
Si -1.6785 1.2541 14.3061 0.0019 -0.0014 -0.0343
Si 3.9438 4.1578 29.5886 0.0119 -0.0033 -0.0444
Si 8.164 5.1535 14.5738 -0.0017 -0.0065 -0.0457
Si -2.0367 6.3126 12.0719 0.0063 -0.0197 -0.0192
Si -2.412 4.3786 19.5715 -0.0118 0.0068 -0.0414
Si -0.9869 -1.3858 15.4314 -0.0016 0.0056 -0.0383
Si 5.811 -0.4355 23.3348 0.0067 -0.0055 -0.0467
Si 9.8697 -0.225 29.5176 0.0012 0.0267 -0.0457
Si 6.8686 0.4978 30.1758 -0.0065 -0.0037 -0.0817
Si 1.5573 2.7145 25.0467 0.0027 -0.0017 -0.0375
Si -2.1251 0.6341 23.109 0.0043 -0.0051 -0.0513
Si -0.8063 3.988 15.1098 0.0032 -0.0111 -0.0313
Si 2.5238 2.1358 20.4442 -0.0069 0.0013 -0.0426
Si -1.7421 0.1005 20.3143 -0.0052 -0.0066 -0.0406
Si 3.9691 6.7401 14.2045 -0.0053 0.0096 -0.0404
Si 4.827 -0.02 25.9088 0.003 0.0002 -0.0491
Si 4.1062 -0.0572 15.2779 0.009 -0.0006 -0.0427
Si 4.1845 1.9722 17.6926 0.0023 -0.0056 -0.0572
Si 6.1753 3.4341 30.1784 0.0016 -0.0022 -0.0281
Si 5.39 5.8072 22.4507 0.0079 0.0027 -0.045
Si 10.5062 5.8371 32.0411 -0.0052 -0.0076 -0.0474
Si 9.7875 7.4455 29.4483 -0.0114 0.0378 -0.0525
Si 5.6226 -2.4837 20.9527 0.002 0.0026 -0.0501
Si 6.1136 -0.175 33.1127 0.007 -0.0019 -0.0358
Si 1.1239 -0.5536 19.9971 0.0032 -0.0029 -0.0338
Si 4.2095 -2.7008 32.7916 0.003 -0.0023 -0.0346
Si 8.3909 3.5594 32.1228 -0.0106 -0.0037 -0.0269
Si 3.3674 -2.1268 19.0406 0.0023 -0.0033 -0.0509
Si 9.6559 7.0767 26.4711 0.0062 0.0017 -0.0505
Si 5.1882 2.8816 21.9296 0.0022 -0.0137 -0.058
Si 0.7309 4.6012 19.9592 0.0059 0.0009 -0.0412
Si 6.6476 7.1873 26.7908 -0.0036 0.0008 -0.0527
Si 7.612 6.2793 17.1981 -0.007 0.0025 -0.052
Si 6.1081 2.7284 25.0779 0.0017 0.0011 -0.0404
Si 4.4273 7.0651 30.051 0.0062 -0.0026 -0.0404
Si -2.5213 5.6875 22.2858 -0.0031 0.0004 -0.0485
Si 2.0638 -2.4601 23.664 -0.004 -0.0103 -0.0458
Si 5.499 -1.5724 28.3827 -0.0076 0.006 -0.0444
Si 10.4968 1.466 31.888 -0.0077 0.0012 -0.0361
Si 6.97 6.0074 29.3466 -0.0113 0.0046 -0.0339
Si 7.0358 -0.8416 14.3852 -0.0057 -0.0058 -0.0283
Si 10.3626 -1.3834 24.8583 0.0011 -0.0069 -0.0439
Si 0.9625 5.3608 17.1842 -0.0064 -0.001 -0.0465
Si 3.7392 4.7727 16.2155 0.0057 0.0022 -0.0374
Si 3.9454 4.1688 26.4797 -0.0022 0.0026 -0.0546
Si 4.9609 7.3141 16.8974 0.0001 -0.0112 -0.0443
Si 4.1519 6.6838 25.0825 -0.0124 -0.0019 -0.0485
Si 10.2051 4.7728 24.6886 -0.0055 -0.0075 -0.0453
Si 1.5782 7.4332 20.9096 -0.0065 -0.0048 -0.0405
Si -0.8265 7.7533 17.6493 0.0006 -0.0002 -0.0464
Si 2.9851 0.3712 23.8418 0.0002 -0.0039 -0.0422
Si 10.557 0.9712 26.7221 -0.0008 0.0034 -0.0452
Si 6.8296 1.8267 19.4682 -0.0028 0.0041 -0.049
Si 1.9053 3.577 31.8545 0.003 -0.0075 -0.0407
O -0.8078 4.3111 19.5726 -0.0128 0.0017 0.0024
O 2.8638 -2.3885 33.6001 -0.005 0.0063 0.0183
O 4.1123 5.1601 14.6639 -0.0077 -0.0126 0.0272
O 3.963 0.9116 13.965 0.0013 0.0018 0.0236
O -2.5668 -1.6797 15.0434 0.0145 0.0005 0.0181
O -1.3717 7.7951 19.1646 -0.0112 0.0012 0.0397
O 8.2654 6.9183 29.5161 0.0038 -0.0026 0.0196
O 10.6341 0.2377 30.8612 0.0019 0.0185 0.0312
O 10.172 0.9629 33.3841 0.004 -0.0009 0.022
O -1.4008 5.1378 23.2902 0.0152 -0.0032 0.036
O 3.1253 -2.9797 24.7735 0.0071 -0.0094 0.023
O -0.7143 0.1373 14.9965 0.0025 -0.0148 0.0185
O 1.5063 4.7405 18.5601 -0.0041 -0.0035 0.0354
O 3.8216 3.7158 28.0265 0.003 -0.0015 0.0456
O 7.3701 -0.9111 33.8271 0.0025 -0.0067 0.0227
O 5.6389 -0.6741 15.248 -0.0114 0.0059 0.0169
O 12.1061 -0.4835 34.3022 0.0032 -0.0003 0.01
O 5.6824 -0.9537 24.8718 -0.0034 0.0074 0.028
O 5.6511 1.7428 18.3636 0.0092 -0.0002 0.0275
O 5.9266 6.5629 30.4638 -0.0046 -0.0038 0.0244
O 7.245 4.4175 29.4123 0.0028 -0.006 0.0166
O 1.9589 1.6335 23.8683 0 0.0069 0.0177
O 7.6673 0.6764 14.2436 -0.001 -0.0042 0.0069
O 6.721 -2.243 27.5399 -0.0035 0.0037 0.0216
O 3.1109 2.0835 18.9156 -0.0126 -0.0023 0.0319
O 6.6484 5.0488 34.318 -0.0011 0.0025 0.0107
O 7.2481 5.3608 15.9162 -0.0126 0.0051 0.0338
O 6.9781 8.0591 20.1338 -0.0039 0.0019 0.0085
O -0.3312 0.0122 19.5023 -0.0055 0.0002 0.0241
O 3.7318 7.7217 31.3325 -0.0029 0.0079 0.0343
O 10.6285 0.4293 28.2413 -0.0048 -0.0103 0.046
O -0.762 -1.637 17.028 0.0014 -0.0059 0.0323
O 6.4864 7.4199 17.4015 0.0028 -0.0002 0.0183
O -1.8896 6.9638 16.7422 -0.0007 0.0074 0.0214
O 8.0416 4.6362 21.1024 0.0069 0.0036 0.0341
O 0.2528 -2.2206 14.7614 -0.0137 0.0005 0.0226
O 10.2897 6.9814 27.968 -0.0006 0.0016 0.0423
O 11.5522 3.9174 24.4014 -0.0018 -0.0073 0.0181
O 7.8279 3.0141 19.0551 -0.001 -0.0041 0.0134
O 3.537 5.7197 26.229 -0.0032 -0.0112 0.0267
O 3.9166 0.7393 16.6765 0.0012 0.0085 0.0315
O 4.8709 7.5486 15.3048 0.007 -0.0008 0.0279
O 4.0851 3.2944 16.7438 -0.001 -0.0128 0.0203
O 6.9248 5.9518 22.9958 -0.0018 -0.0007 0.02
O 9.3008 2.441 31.3792 0.0011 0.0066 0.0211
O 9.1617 3.9475 25.611 -0.0009 -0.0007 0.0124
O 7.8612 5.5111 18.591 0.0109 -0.0085 0.034
O 2.8686 -1.1309 15.2036 0.0125 0.0043 0.0146
O 10.5408 6.1159 25.5213 0.0003 0.0078 0.021
O 5.5096 1.4329 25.8462 0.0017 -0.0014 0.0186
O 5.1956 4.4626 21.5924 0.0016 0.0002 0.0192
O 4.4613 -2.7074 28.8733 -0.0053 -0.009 0.0158
O 11.8063 4.8661 31.9178 -0.0138 0.0151 0.0185
O 6.8255 3.4871 31.6822 0.0153 0.0016 0.0182
O 5.6437 2.8181 23.5025 0.0049 -0.0053 0.0423
O 6.0002 -0.7577 29.6657 0.0045 0.0113 0.02
O -2.2605 6.4977 13.7285 0.0001 -0.0051 0.0256
O 3.2981 0.0816 25.4056 0.0043 -0.0048 0.0235
O 2.7799 3.4864 30.4985 -0.0164 0 0.0228
O 2.3578 -0.9481 23.1723 0.0011 0.0041 0.0217
O 11.9046 2.2403 31.9351 -0.0014 0.0064 0.012
O 0.8377 -1.9691 20.7953 0.0011 -0.0051 0.0278
O 6.2114 2.0775 20.9504 -0.0078 0.0078 0.027
O 2.9641 3.2525 25.5969 0.0068 0.0031 0.0163
O 6.2849 1.9081 29.6261 -0.0022 0.0022 0.0065
O 8.3518 0.3041 29.5962 -0.0067 -0.0023 0.0185
O 4.7474 -0.5578 27.4009 0.0058 -0.0093 0.0344
O 8.0983 6.6475 26.3574 -0.0036 0.0016 0.014
O 5.0856 -1.3525 32.6809 -0.0016 0.0083 0.0143
O 4.4612 0.4672 23.1038 -0.005 -0.0001 0.0158
O 2.1778 5.1667 16.1782 -0.001 0.001 0.0136
O 7.1488 0.4394 23.1641 0.0004 0.0085 0.0171
O 4.015 -2.4855 17.621 -0.013 0.0121 0.0301
O 4.5723 -1.6605 20.0345 0.0119 -0.0025 0.025
O 2.2168 -0.9893 18.8574 -0.0086 0.0017 0.018
O 2.4353 7.3406 14.2909 -0.0025 -0.0045 0.0194
O 9.5795 -2.2817 25.9353 0.0001 -0.0108 0.0247
O 0.7799 6.025 20.7547 0.0029 0.0079 0.0118
O 0.4295 3.9271 14.0178 -0.012 -0.0006 0.0304
O 0.5509 6.9126 17.4978 -0.0005 -0.0011 0.0191
O 3.6173 5.7521 29.6102 -0.0058 0.001 0.0103
O 3.6951 2.3964 21.5228 0.0114 -0.0019 0.018
O 1.8198 0.6976 20.7776 -0.002 0.0022 0.0175
O 9.1647 -2.934 34.0943 0.0048 -0.008 0.0096
O 5.0129 6.9592 33.4852 -0.0017 -0.0049 0.0146
O 7.1812 4.2766 13.5961 -0.0011 0.0022 0.0292
O 11.439 -2.3912 24.2168 -0.0137 0.0098 0.017
O 9.4297 -0.7069 23.7239 0.0089 -0.0123 0.0207
O -1.6008 1.037 21.6283 -0.0049 0.0018 0.0337
O 11.6041 2.1483 26.3308 -0.0043 -0.0032 0.0203
O 7.8166 0.522 19.4645 0.0024 -0.0034 0.0113
O 5.9147 -1.6381 22.2894 -0.0012 0.0139 0.0219
O 9.101 1.9461 23.9755 -0.0025 0.0058 0.0258
O -1.4834 2.5151 15.3068 0.003 0.0105 0.0186
O 8.4254 3.2062 33.6909 0.0053 0.0078 0.0142
O 9.0117 1.4742 26.5013 0.0058 -0.0064 0.0214
O -1.9506 7.0465 21.6244 -0.0001 -0.0124 0.0206
O 2.91 3.6097 33.1227 0.0078 -0.0006 0.0345
O 11.0264 -0.1912 25.7013 -0.003 0.0092 0.0209
O 9.1005 5.005 31.8737 0.0119 0.0094 0.0203
O 4.481 5.8014 17.2303 -0.0028 0.0002 0.019
O 5.0036 6.9955 21.4331 -0.0013 -0.0114 0.023
O 9.8783 -1.8317 29.4762 -0.0022 0.0272 0.0186
O -2.0104 -1.333 20.9824 0.0056 0.0032 0.0225
O 6.1765 6.15 27.9365 -0.0033 -0.0064 0.0353
O 10.5691 6.8458 30.7438 0.0106 -0.0178 0.0504
O 2.1663 7.412 22.4113 0.0066 0.0122 0.0387
O 1.43 3.3278 20.6668 0.0045 -0.0055 0.0082
O 5.4594 3.9785 25.8989 -0.0105 0.0107 0.0168
O 6.7493 0.5142 31.7886 -0.0102 0.0026 0.0198
O 2.6891 7.4503 19.7306 -0.0079 -0.0028 0.025
O -0.2622 4.5124 16.5505 0.0137 0.0127 0.0288
O 5.5771 7.2408 25.6011 0.0098 0.0039 0.0243
O 4.4068 5.8406 23.726 -0.0034 0.0075 0.0292
H 5.8492 3.1303 42.3675 0.3443 -0.2077 -0.2767
H 7.4963 1.4902 42.3675 -0.3583 0.3506 -0.2383
H 8.5104 5.7826 42.406 0.2554 -0.2057 -0.3003
H 10.1558 4.1415 42.406 -0.3624 0.3446 -0.2284
H 5.767 8.5553 42.4124 0.3309 -0.4142 -0.2345
H 7.3915 6.8928 42.4124 -0.2778 0.1815 -0.2943
H 8.5435 0.4474 42.3843 0.4112 -0.3132 -0.2191
H 10.1904 -1.1929 42.3843 -0.156 0.2707 -0.2765
H 11.2042 3.0862 42.4104 0.3002 -0.3861 -0.2512
H 12.8616 1.4566 42.4104 -0.2697 0.2337 -0.2921
H 4.7607 4.2117 42.3713 -0.2655 0.2803 -0.287
H 3.1282 5.8661 42.3713 0.3628 -0.333 -0.2185
H 2.0802 6.9185 42.3606 -0.3272 0.3806 -0.2247
H 0.4325 8.5578 42.3606 0.206 -0.2299 -0.2753
H 3.0847 0.3568 42.4067 0.1827 -0.3099 -0.3022
H 4.7309 -1.2842 42.4067 -0.3836 0.3577 -0.2441
H 2.2176 3.2801 5.9712 -0.2471 0.4205 0.2496
H 0.5686 4.9183 5.9712 0.3378 -0.2569 0.2868
H 3.2183 7.5899 5.991 0.1176 -0.4515 0.2288
H 4.8682 5.9531 5.991 -0.4183 0.1965 0.2322
H 0.5084 10.3318 6.0533 0.2107 -0.4289 0.2688
H 2.1485 8.6849 6.0533 -0.2706 0.2981 0.2841
H 4.9199 0.5893 6.0061 -0.1771 0.3047 0.3333
H 3.2728 2.2293 6.0061 0.4239 -0.2677 0.255
H 7.582 3.232 6.0402 -0.4545 0.1109 0.2803
H 5.9444 4.8812 6.0402 0.226 -0.3998 0.2579
H -2.1359 7.6436 5.9866 0.4159 -0.1677 0.2982
H -0.4959 5.9967 5.9866 -0.1911 0.4337 0.2632
H 7.6635 -2.1607 5.9273 -0.2212 0.3975 0.2341
H 6.0253 -0.5118 5.9273 0.3717 -0.1476 0.2389
H 8.6754 2.1569 6.0048 0.284 -0.2943 0.2595
H 10.3214 0.5157 6.0048 -0.3904 0.2525 0.2323

Results
free energy: -157630.510 eV
free energy less fixed offsets of H -15.71, O -570.45, Si -639.56 eV per atom: 0.150 eV

The program warned: the cutoff lies below the one the program advises for these potential files; the forces do not sum to zero within the program's tolerance; empty levels may hold ghost states of the PAW files; the exchange-correlation potential is rough where the density is thin.
